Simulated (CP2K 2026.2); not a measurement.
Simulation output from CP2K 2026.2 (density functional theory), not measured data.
Periodic cell of 534 atoms, Si358O176, from a study of silicon, its oxide and their interface. The atomic structure is a simulated model.
Doubt: the forces sum to 1.98 eV/angstrom along one axis rather than to zero, so they err by at least 0.0037 eV/angstrom per atom on average; the grid cutoff is modest.

Settings
functional: PBE
method: Gaussian and plane waves
basis set: DZVP-MOLOPT-SR-GTH
pseudopotentials: GTH-PBE
grid cutoff: 350 Ry, relative cutoff 50 Ry
k points: Gamma only
occupations: fixed
spin: none
net charge: 0

Cell vectors (angstrom)
a	16.32	0	0
b	0	16.32	0
c	-0.1757	-0.0382	35.3699

Atoms and the computed forces on them: element, x, y, z (angstrom), force x, y, z (eV/angstrom)
Si	0.662	15.941	0.005	-0.29	0.03	0.721
Si	3.118	2.273	0.274	0.02	0.142	0.743
Si	15.432	5.643	35.006	-0.487	-0.075	0.438
Si	2.47	8.572	35.289	0.17	-0.165	0.782
Si	0.184	10.715	35.286	-0.255	-0.012	0.677
Si	2.718	13.625	0.335	0.052	-0.025	0.494
Si	5.29	0.162	0.513	-0.03	0.01	0.608
Si	7.597	2.962	0.383	0.371	0.091	0.699
Si	5.67	5.379	0.15	-0.277	0.044	0.713
Si	8.142	8.127	0.038	0.093	-0.062	0.732
Si	4.77	11.478	35.156	0.206	-0.151	0.768
Si	7.34	14.4	35.103	0.186	-0.468	0.732
Si	10.659	15.813	35.153	-0.374	0.364	0.703
Si	13.248	3.132	35.046	0.382	0.347	0.655
Si	11.048	5.226	0.026	-0.397	0.391	0.23
Si	13.96	7.528	35.358	0.097	-0.22	0.541
Si	10.614	10.624	35.092	-0.107	0.338	0.669
Si	13.308	13.843	0.08	0.142	-0.143	0.765
Si	1.509	1.18	1.565	-0.03	0.032	-0.042
Si	4.077	4.118	1.364	-0.036	-0.002	-0.087
Si	1.527	6.938	1.158	0.22	0.288	0.399
Si	4.115	9.791	1.254	0.013	-0.021	-0.062
Si	1.324	12.2	1.495	-0.013	-0.03	-0.027
Si	4.011	14.983	1.699	-0.036	0.003	-0.03
Si	6.634	1.478	1.854	0.015	-0.019	0.014
Si	9.458	4.061	1.327	-0.006	0.004	-0.001
Si	6.819	6.861	1.482	0	0.011	-0.051
Si	9.507	9.516	1.31	-0.018	-0.005	-0.076
Si	6.684	12.506	1.01	0.045	0	-0.141
Si	9.246	14.997	1.251	-0.004	-0.006	-0.089
Si	11.962	1.087	1.219	-0.413	-0.247	0.432
Si	14.898	4.09	1.239	-0.034	0.054	-0.083
Si	12.306	6.75	1.316	0.014	0.104	-0.033
Si	15.011	9.483	1.112	0.002	0.019	-0.016
Si	12.055	12.186	1.151	-0.04	-0.014	-0.029
Si	15.037	15.002	1.185	0.012	0.015	-0.063
Si	16.293	2.685	2.574	0.007	-0.07	-0.004
Si	2.684	16.268	3.078	0.02	-0.006	0.065
Si	0.029	8.168	2.575	0.006	0.018	0.019
Si	2.67	5.485	2.632	-0.009	0.019	0.007
Si	16.224	13.613	2.695	-0.01	0.003	0.039
Si	2.737	10.896	2.798	-0.007	-0.024	0.012
Si	5.264	2.879	3.004	-0.052	0.016	0.053
Si	8.166	0.05	2.835	0.038	0.003	0.018
Si	5.386	8.302	2.637	-0.072	-0.034	0.001
Si	8.179	5.46	2.767	0.028	-0.022	0.028
Si	5.501	13.599	2.77	0.027	-0.008	0.029
Si	8.04	10.991	2.459	-0.026	0.051	0.008
Si	10.827	2.653	2.629	0.028	0.038	0.002
Si	13.56	16.273	2.598	-0.055	0.009	-0.012
Si	10.918	8.166	2.636	-0.026	-0.052	0.01
Si	13.591	5.384	2.715	0.041	-0.007	0.039
Si	10.693	13.559	2.555	0.024	0.013	-0.003
Si	13.536	10.833	2.478	0.009	0.02	-0.018
Si	1.295	4.093	3.981	-0.003	-0.018	-0.009
Si	4.004	1.412	4.308	-0.017	0.017	0.023
Si	1.338	9.488	4.048	0.017	-0.008	0.01
Si	4.04	6.868	3.992	0.016	0.018	-0.001
Si	1.231	14.88	4.199	0.009	-0.009	0.004
Si	4.099	12.261	4.123	-0.001	-0.018	-0.019
Si	6.793	4.171	4.185	0.018	-0.014	-0.016
Si	9.544	1.384	4.129	-0.001	0.025	0.056
Si	6.77	9.626	3.972	0.005	0.065	-0.025
Si	9.553	6.838	4.05	0.035	-0.009	-0.005
Si	6.807	14.971	4.144	-0.005	0.008	-0.014
Si	9.399	12.231	3.972	0.007	-0.011	0.001
Si	12.195	4.028	4.019	-0.012	-0.015	0
Si	14.889	1.36	3.972	0.004	0.029	-0.013
Si	12.25	9.531	3.977	0.003	0.002	0.031
Si	14.967	6.817	3.985	-0.008	0.02	-0.006
Si	12.17	14.89	3.931	-0.046	-0.009	-0.028
Si	14.85	12.196	3.955	-0.034	-0.012	-0.017
Si	16.261	0.01	10.872	-0.009	0.024	0.007
Si	2.676	2.725	10.86	0.019	-0.008	0.004
Si	-0.051	5.462	10.862	-0.001	0.022	0.009
Si	2.677	8.181	10.842	-0.017	0.013	-0.005
Si	16.264	10.887	10.82	0.008	-0.015	-0.026
Si	2.657	13.601	10.866	0.009	-0.004	0.002
Si	5.391	0.008	10.845	0.011	0.023	-0.009
Si	8.141	2.736	10.829	0.008	-0.019	-0.021
Si	5.43	5.466	10.851	-0.014	-0.019	0.003
Si	8.14	8.174	10.867	-0.008	-0.005	-0.003
Si	5.391	10.897	10.871	0.003	0.008	-0.002
Si	8.111	13.595	10.871	0	-0.007	0.002
Si	10.832	0.005	10.866	-0.006	0.013	0.002
Si	13.557	2.728	10.871	0.004	-0.025	0.004
Si	10.857	5.447	10.853	-0.003	-0.015	-0.002
Si	13.55	8.155	10.849	0.009	-0.001	-0.005
Si	10.834	10.874	10.864	-0.004	0.009	-0.005
Si	13.542	13.598	10.858	-0.001	0.016	0.004
Si	1.314	1.369	12.231	0.011	0.001	0
Si	4.07	4.089	12.182	0.012	0.015	-0.001
Si	1.312	6.841	12.2	0.045	0.002	-0.009
Si	4.023	9.532	12.214	-0.018	-0.028	-0.012
Si	1.289	12.226	12.212	-0.035	-0.022	-0.003
Si	4.03	14.969	12.219	0.008	0.011	0.011
Si	6.779	1.369	12.176	-0.014	0.005	-0.008
Si	9.504	4.073	12.211	-0.015	0.001	0.007
Si	6.789	6.814	12.232	0.029	0.01	0.006
Si	9.479	9.529	12.25	0.001	0	0.007
Si	6.748	12.244	12.243	-0.013	0.015	0.007
Si	9.464	14.967	12.22	-0.001	0.021	-0.002
Si	12.192	1.364	12.223	0.001	0.009	-0.007
Si	14.916	4.099	12.229	-0.003	-0.017	-0.007
Si	12.204	6.801	12.239	-0.003	-0.009	0.018
Si	14.913	9.533	12.185	0.033	0.02	-0.009
Si	12.182	12.239	12.222	0.019	0.021	-0.002
Si	14.873	14.981	12.221	0.007	-0.009	-0.006
Si	-0.035	2.75	13.589	0.021	-0.007	0.039
Si	2.678	0.009	13.592	-0.017	0.014	0.024
Si	-0.045	8.209	13.567	-0.044	-0.006	-0.017
Si	2.711	5.476	13.496	-0.036	-0.025	-0.003
Si	16.228	13.598	13.539	-0.006	0.022	-0.014
Si	2.638	10.855	13.587	0.023	0.012	0.007
Si	5.455	2.742	13.535	-0.004	-0.001	-0.011
Si	8.099	0.008	13.572	-0.016	0.017	0.001
Si	5.406	8.189	13.562	-0.02	0.013	0.01
Si	8.167	5.437	13.577	-0.009	-0.027	0.001
Si	5.382	13.605	13.597	0.002	-0.022	-0.014
Si	8.103	10.885	13.616	0.003	-0.002	0.01
Si	10.86	2.721	13.597	-0.001	-0.026	0.006
Si	13.504	0.004	13.615	0.005	-0.002	0.009
Si	10.841	8.161	13.608	-0.006	0.021	0.002
Si	13.565	5.443	13.618	0.019	0.014	0.017
Si	10.818	13.61	13.576	0.012	-0.035	0.004
Si	13.553	10.87	13.555	-0.019	-0.035	-0.007
Si	1.369	4.164	14.877	0.033	0.022	-0.008
Si	4.094	1.405	14.887	0.014	-0.015	-0.01
Si	1.28	9.527	15.004	-0.024	-0.013	0.038
Si	4.056	6.802	14.881	0.025	-0.024	-0.011
Si	1.272	14.927	14.893	-0.015	0.003	-0.018
Si	3.998	12.22	14.923	0.001	0.032	-0.017
Si	6.816	4.076	14.934	-0.004	0.008	-0.006
Si	9.488	1.341	14.927	-0.008	-0.034	-0.01
Si	6.727	9.526	14.978	0.002	-0.019	0.028
Si	9.511	6.773	14.979	0.019	-0.001	-0.008
Si	6.747	14.971	14.956	0.003	0.023	0.008
Si	9.471	12.265	14.953	-0.012	0.034	-0.007
Si	12.205	4.076	14.996	0.014	-0.002	0.01
Si	14.882	1.393	14.928	0.004	-0.005	0.007
Si	12.228	9.518	14.948	-0.003	-0.002	0.023
Si	14.943	6.849	14.934	0.03	-0.012	-0.01
Si	12.127	14.951	14.994	0.01	0.033	-0.012
Si	14.856	12.264	14.911	0.038	0.04	0.014
Si	16.214	16.291	16.215	0.031	0.007	0.009
Si	2.787	2.846	16.191	-0.005	0.051	0.016
Si	0.067	5.554	16.258	-0.023	0.002	-0.058
Si	2.685	8.08	16.282	0.006	-0.031	0.002
Si	16.201	10.971	16.31	0.007	-0.005	0.001
Si	2.599	13.546	16.259	-0.003	-0.011	-0.018
Si	5.392	0.038	16.293	-0.021	0.003	0.012
Si	8.231	2.753	16.291	-0.026	0.021	0.02
Si	5.428	5.456	16.237	-0.016	-0.016	-0.017
Si	8.065	8.081	16.29	-0.009	0.03	0.015
Si	5.35	10.912	16.335	0.001	0.046	0.002
Si	8.126	13.631	16.339	0.018	-0.017	-0.026
Si	10.724	16.27	16.376	-0.026	-0.013	-0.003
Si	13.573	2.731	16.375	0.015	-0.044	0.068
Si	10.912	5.471	16.401	0.004	-0.028	0.005
Si	13.579	8.159	16.337	0	-0.021	0.01
Si	10.852	10.894	16.266	0.026	0.009	-0.008
Si	13.464	13.547	16.327	-0.086	-0.008	0.041
Si	1.371	1.415	17.315	-0.06	0.051	-0.021
Si	4.135	4.16	17.671	0.002	0.007	-0.031
Si	1.385	6.798	17.804	-0.051	-0.009	0.043
Si	3.982	9.474	17.619	-0.023	0.004	0.004
Si	1.255	12.268	17.747	0.006	0.001	0.029
Si	3.903	14.975	17.537	-0.007	0.013	0.025
Si	6.887	1.364	17.591	-0.032	-0.041	-0.002
Si	9.552	4.103	17.751	-0.015	0.002	0.024
Si	6.709	6.727	17.715	-0.001	-0.029	-0.035
Si	9.498	9.454	17.494	0.005	-0.049	-0.006
Si	6.726	12.315	17.661	-0.054	-0.032	0.007
Si	9.382	14.926	17.884	0.032	0.027	0.021
Si	12.123	1.306	17.661	0.041	-0.029	0.008
Si	15.038	4.233	17.579	0.08	-0.041	-0.021
Si	12.349	6.776	17.807	0.046	0.047	-0.022
Si	14.877	9.586	17.669	0.006	0.058	0.001
Si	12.08	12.219	17.786	0.026	0.031	-0.006
Si	14.848	14.92	17.622	0.07	0.002	0.053
Si	-0.023	2.633	18.69	-0.369	-0.032	-0.628
Si	2.497	0.07	18.8	-0.007	-0.058	0.023
Si	0.311	8.658	18.919	0.012	-0.086	-0.057
Si	2.828	5.378	19.227	-0.048	0.056	0.083
Si	16.092	13.556	19.099	-0.158	-0.281	-0.332
Si	2.333	10.523	18.943	-0.293	-0.16	-0.363
Si	5.551	2.732	18.898	0.045	0.079	0.015
Si	8.033	0.071	19.216	0.055	-0.04	0.039
Si	5.298	8.122	19.023	0.002	0.003	0.047
Si	8.059	5.358	19.129	-0.001	-0.035	0.032
Si	5.34	13.786	18.928	0.045	-0.025	0.074
Si	8.085	10.756	18.797	0.021	-0.002	0
Si	11.013	2.786	19.093	0.036	0.01	-0.055
Si	13.335	16.111	18.997	-0.139	-0.057	-0.002
Si	10.792	8.131	18.953	-0.022	0.011	0.04
Si	14.002	5.621	19.165	-0.021	0.091	-0.064
Si	10.646	13.462	19.306	-0.002	-0.016	0.058
Si	13.397	10.771	19.129	-0.005	-0.022	0.026
Si	2.229	3.557	20.668	0.372	0.298	-0.503
Si	4.165	1.224	19.926	0.231	-0.276	-0.202
Si	13.812	8.25	22.259	0.283	-0.182	-0.71
Si	3.808	7.109	20.538	0.073	-0.311	-0.604
Si	0.521	16.209	20.217	-0.293	0.184	-0.666
Si	4.194	12.501	20.467	0.228	0.096	-0.588
Si	7.015	3.709	20.516	-0.271	0.249	-0.725
Si	9.414	1.636	20.412	0.06	-0.179	-0.682
Si	6.999	9.199	20.145	-0.171	0.127	-0.803
Si	9.238	7.009	20.273	0.052	-0.21	-0.742
Si	5.965	15.712	20.332	-0.059	0.081	-0.538
Si	9.368	11.727	20.45	-0.027	0.264	-0.664
Si	12.916	3.801	20.248	0.021	0.003	-0.666
Si	14.792	1.326	19.827	0.539	-0.364	-0.343
Si	11.734	9.648	20.445	0.18	-0.055	-0.69
Si	15.313	7.41	20.549	-0.263	0.06	-0.156
Si	12.362	14.516	20.559	-0.223	0.188	-0.767
Si	14.613	12.297	20.397	0.144	-0.202	-0.694
Si	2.505	4.105	23.692	0.022	-0.153	-0.14
Si	14.007	5.997	24.539	0.037	0.114	-0.119
Si	4.516	6.407	23.554	0	0.057	-0.22
Si	15.764	10.574	22.773	0.106	0.1	-0.081
Si	4.894	13.92	25.738	-0.004	0.017	-0.152
Si	5.084	15.271	23.198	-0.721	-0.443	-0.293
Si	9.163	12.005	26.557	-0.163	-0.102	-0.108
Si	1.352	8.287	21.996	-0.112	0.04	-0.178
Si	9.688	6.093	23.189	-0.098	-0.002	-0.212
Si	3.167	14.005	22.66	0.628	0.537	0.167
Si	12.814	13.94	28.678	-0.027	-0.178	0.107
Si	12.179	15.299	23.616	0.073	0.071	-0.373
Si	1.182	16.245	23.11	0.15	-0.101	-0.143
Si	12.134	4.318	23.118	-0.079	0.013	-0.137
Si	0.355	5.003	25.545	0.008	-0.051	-0.107
Si	6.712	11.418	22.071	0.157	0.076	-0.371
Si	0.081	12.265	25.411	0.009	0.001	-0.129
Si	2.926	16.119	26.461	0.066	0.059	0.061
Si	3.606	1.424	24.298	0.069	-0.054	-0.11
Si	15.162	15.164	24.704	0.072	-0.17	-0.022
Si	4.272	6.123	30.408	-0.044	-0.093	0.125
Si	2.059	7.205	26.903	-0.082	0.071	-0.079
Si	6.163	10.403	27.805	0.065	0.041	-0.028
Si	6.737	13.286	28.017	-0.039	-0.037	0.053
Si	10.652	1.58	23.256	-0.152	-0.063	-0.244
Si	6.942	4.488	23.487	-0.144	-0.122	-0.232
Si	9.92	6.363	33.632	0.209	-0.264	0.642
Si	7.277	10.481	24.886	0.016	-0.055	-0.186
Si	8.39	7.816	25.248	-0.192	-0.056	-0.08
Si	11.223	3.268	30.195	0.032	-0.163	-0.023
Si	8.433	2.543	25.332	-0.108	0.008	-0.069
Si	12.28	5.83	30.064	0.109	0.076	-0.078
Si	2.955	8.674	24.573	0.041	0.038	-0.176
Si	15.407	12.09	28.477	0.022	0.039	-0.064
Si	1.765	16.007	29.102	0.069	-0.031	-0.075
Si	14.063	2.401	30.162	-0.006	0.013	0.101
Si	0.076	0.192	26.887	-0.089	-0.01	-0.06
Si	13.846	8.033	30.238	0.017	0.131	-0.05
Si	16.075	3.154	27.826	-0.016	0.007	0.136
Si	3.075	11.821	24.781	-0.128	-0.006	-0.034
Si	0.607	13.966	30.548	-0.033	-0.202	0.08
Si	8.929	4.148	31.642	0.036	-0.028	0.101
Si	7.376	1.986	32.978	-0.031	-0.102	0.179
Si	4.776	7.879	28.184	-0.133	0.032	-0.031
Si	10.102	7.029	28.537	0.179	-0.074	-0.089
Si	15.992	9.79	30.505	-0.015	0.128	-0.104
Si	7.328	6.198	27.442	-0.047	-0.163	-0.115
Si	5.737	1.569	30.618	0	-0.002	0.122
Si	10.524	3.205	27.245	0.02	-0.088	-0.03
Si	12.117	8.584	33.426	-0.023	-0.062	0.201
Si	1.671	4.622	29.839	-0.098	0.005	0.09
Si	11.043	14.332	26.205	0.028	0.255	0.046
Si	15.044	3.62	32.722	-0.032	0.211	0.409
Si	2.594	1.905	30.859	0.111	0.112	0.099
Si	4.482	7.318	33.197	0.09	0.191	0.248
Si	16.146	12.017	32.423	-0.202	0.006	0.299
Si	1.142	1.774	33.361	-0.108	-0.093	0.295
Si	6.418	9.747	33.292	0.021	0.051	-0.016
Si	7.813	15.597	29.815	0.106	0.159	0.113
Si	9.302	0.476	27.207	-0.068	0.099	0.026
Si	6.696	4.289	29.553	-0.064	-0.019	0.021
Si	12.256	5.571	27.078	0.035	-0.021	0.012
Si	8.967	9.467	27.864	-0.12	0.045	-0.031
Si	9.218	10.755	32.163	-0.058	-0.034	0.093
Si	8.794	15.596	32.674	-0.001	-0.182	0.328
Si	14.346	15.661	30.721	-0.18	-0.064	0.083
Si	11.529	9.641	30.729	-0.173	-0.185	0.035
Si	0.23	7.246	29.451	-0.057	-0.168	0.181
Si	13.485	13.424	32.469	0.062	0.005	0.042
Si	11.147	12.477	30.752	-0.156	0.039	0.067
O	0.352	0.517	34.032	-0.436	0.009	-0.332
O	0.072	2.753	32.7	0.301	0.243	-0.188
O	2.148	3.473	30.896	-0.054	0.022	0.264
O	1.992	2.684	34.401	-0.212	0.511	-0.276
O	15.312	5.06	33.458	-0.059	0.305	-0.742
O	13.932	2.878	33.613	0.01	-0.738	-0.536
O	3.237	8.027	33.953	-0.246	0.219	-0.334
O	16.131	11.659	33.996	-0.057	0.426	-0.09
O	14.677	12.484	31.867	-0.095	-0.279	-0.581
O	1.294	9.61	34.786	-0.131	-0.069	-0.543
O	3.583	12.603	34.835	-0.183	0.25	-0.387
O	1.516	14.667	34.957	0.065	-0.062	-0.677
O	6.1	15.483	34.976	-0.026	0.067	-0.344
O	4.105	1.18	35.098	-0.064	-0.147	-0.45
O	7.988	3.443	32.724	0.057	0.448	0.092
O	6.523	0.196	30.234	-0.234	-0.058	0.03
O	5.107	6.199	34.192	-0.013	-0.2	-0.145
O	9.525	5.468	32.345	0.08	0.289	-0.169
O	8.082	4.561	30.338	0.39	0.247	-0.429
O	8.617	7.153	34.231	-0.239	-0.069	-0.331
O	7.073	9.249	34.684	-0.293	0.105	0.109
O	5.352	10.913	33.715	-0.067	0.349	-0.691
O	9.634	12.135	31.332	-0.448	0.34	-0.349
O	7.945	14.496	33.561	-0.09	-0.345	-0.421
O	10.145	15.848	33.577	0.057	0.246	-0.251
O	11.977	14.873	35.032	0.183	-0.123	-0.421
O	10.024	2.993	31.242	0.071	-0.382	0.061
O	14.517	3.58	31.195	0.083	0.427	-0.282
O	11.967	4.097	34.818	-0.086	0.153	-0.203
O	12.962	1.694	0.078	0.327	-0.191	-0.217
O	0.67	6.042	35.277	0.342	-0.026	-0.263
O	13.503	7.87	33.81	0.505	-0.14	-0.656
O	9.808	10.963	33.69	-0.332	0.109	-0.048
O	11.752	9.518	34.701	0.289	-0.19	0.26
O	9.984	8.635	28.785	0.158	0.298	0.479
O	13.712	13.258	34.044	0.164	-0.458	-0.067
O	1.979	4.065	22.171	-0.281	0.216	0.322
O	0.816	3.071	20.049	-0.231	-0.073	0.431
O	0.278	14.584	20.311	0.045	-0.217	0.467
O	3.32	2.341	20.859	-0.062	0.083	0.481
O	0.248	7.13	21.659	-0.16	-0.651	0.347
O	14.564	9.516	22.942	-0.117	0.012	0.39
O	3.233	5.514	23.926	-0.306	0.18	0.456
O	2.581	8.168	20.917	-0.06	0.323	-0.216
O	3.2	13.653	21.072	-0.23	0.447	-0.522
O	2.143	0.997	23.794	-0.161	0.271	-0.019
O	3.268	11.176	20.181	0.164	-0.118	0.12
O	5.759	14.464	24.461	0.569	-0.193	0.242
O	6.404	3.996	22.014	-0.292	-0.231	0.274
O	8.274	2.722	20.854	0.168	-0.111	0.428
O	11.436	14.321	24.643	-0.196	-0.349	0.096
O	10.119	1.117	21.794	0.03	-0.503	0.14
O	5.417	12.245	21.544	0.084	0.054	0.48
O	6.504	9.921	21.51	-0.122	-0.267	0.213
O	10.984	5.288	23.695	0.148	0.113	0.521
O	9.942	6.544	21.663	0.223	-0.303	0.14
O	10.477	12.851	26.362	0.495	-0.322	-0.129
O	6.122	15.313	21.937	0.332	-0.245	0.193
O	6.627	11.317	23.673	-0.422	0.225	0.439
O	8.186	12.01	21.6	0.06	0.44	0.263
O	12.379	4.611	21.554	-0.05	0.501	0.149
O	13.93	2.539	20.645	-0.134	-0.082	0.467
O	1.048	0.478	21.617	0.34	0.549	0.21
O	12.376	8.812	21.708	-0.17	-0.106	0.387
O	10.565	10.701	20.985	0.126	-0.08	0.249
O	0.1	1.788	27.046	0.332	0.018	-0.125
O	13.623	7.162	23.463	-0.123	-0.084	0.157
O	13.529	13.424	20.883	-0.093	-0.118	0.175
O	11.908	15.006	22.046	-0.46	0.251	0.141
O	15.344	11.76	21.756	0.39	0.377	0.183
O	16.057	11.171	24.248	-0.204	-0.077	0.086
O	3.669	3.004	24.006	0.544	0.192	0.065
O	3.661	1.13	25.899	0.401	0.482	0.485
O	13.737	15.158	23.974	0.125	0.099	-0.268
O	16.052	16.118	23.756	-0.48	0.442	0.097
O	1.975	8.073	23.445	-0.033	-0.567	0.195
O	15.549	10.614	29.163	0.032	-0.358	-0.18
O	13.899	12.719	28.571	-0.406	-0.233	-0.203
O	0.689	9.782	22.058	0.222	0.214	-0.341
O	4.345	12.402	25.608	0.402	-0.446	0.422
O	3.079	12.54	23.342	0.168	-0.23	-0.171
O	6.072	11.874	28.488	-0.474	-0.079	0.246
O	6.37	10.587	26.213	-0.435	0.181	-0.122
O	8.696	11.206	25.226	0.576	-0.104	-0.555
O	11.48	13.555	29.575	-0.249	0.372	-0.238
O	4.328	7.796	24.405	0.274	0.152	0.275
O	5.863	5.605	23.962	0.023	-0.069	0.458
O	8.102	8.116	20.67	0.003	0.046	0.532
O	8.388	5.147	23.23	0.092	0.075	0.278
O	1.818	14.77	23.079	-0.104	-0.358	0.214
O	2.099	8.484	25.926	-0.538	0.272	0.016
O	9.026	8.658	26.465	0.548	-0.063	-0.18
O	7.415	8.899	24.516	-0.092	-0.187	-0.616
O	7.987	12.981	27.053	0.143	0.261	-0.143
O	11.529	0.417	23.923	0.068	0.062	0.615
O	11.789	4.051	26.652	0.14	-0.235	-0.53
O	9.39	2.014	24.144	0.028	-0.026	-0.189
O	11.686	2.795	23.196	0.44	-0.259	-0.142
O	9.232	3.587	26.319	-0.209	0.633	0.188
O	15.614	5.934	24.74	0.031	0.205	0.063
O	13.495	4.582	23.933	0.247	-0.603	0.32
O	13.589	14.975	31.993	-0.071	0.489	0.347
O	9.478	7.362	24.157	0.456	0.488	-0.216
O	3.565	14.836	25.744	-0.373	-0.062	-0.354
O	1.699	12.195	25.556	0.095	0.332	0.415
O	1.373	16.087	26.014	-0.008	-0.065	-0.548
O	1.17	3.957	24.603	-0.421	-0.264	-0.177
O	3.01	16.023	28.062	0.449	0.11	0.072
O	1.678	1.14	29.777	-0.441	0.331	-0.039
O	4.743	0.52	23.568	0.239	0.324	-0.101
O	15.772	4.243	26.662	-0.563	-0.021	0.064
O	13.259	6.185	25.974	0.047	0.273	0.357
O	0.706	8.559	30.281	0.528	0.015	0.148
O	3.584	7.126	27.409	0.427	-0.59	-0.049
O	0.124	13.012	29.326	0.209	-0.008	-0.075
O	0.853	13.182	31.951	0.594	0.239	0.108
O	5.679	14.113	27.118	-0.118	0.332	0.306
O	4.843	9.494	28.028	-0.302	0.22	0.095
O	8.233	0.762	32.445	0.375	0.038	-0.322
O	7.208	14.206	29.244	-0.062	-0.263	0.391
O	10.47	3.656	28.804	-0.231	0.127	0.207
O	8.157	1.221	26.277	-0.554	-0.113	-0.094
O	4.534	6.686	21.944	0.584	-0.022	-0.035
O	7.171	3.303	24.611	-0.165	-0.308	0.093
O	10.959	6.551	27.237	-0.203	0.137	-0.437
O	12.313	9.519	32.15	0.452	0.258	0.021
O	6.827	4.744	27.987	-0.057	-0.457	-0.407
O	7.758	6.444	25.887	0.176	-0.498	-0.05
O	7.452	9.61	28.42	-0.089	-0.3	0.421
O	9.546	10.949	27.714	0.501	0.043	0.311
O	11.994	4.503	30.886	0.263	-0.081	0.437
O	10.531	1.572	27.297	0.492	-0.169	0.28
O	10.816	6.492	29.867	-0.332	0.296	0.626
O	1.563	5.873	26.164	0.416	-0.316	0.165
O	12.905	5.526	28.58	0.509	-0.278	-0.036
O	12.454	8.724	29.717	-0.34	0.005	-0.63
O	14.656	9.102	31.12	-0.313	0.055	0.611
O	15.798	11.972	26.895	-0.241	-0.322	0.008
O	12.304	14.44	27.223	0.138	0.09	-0.098
O	15.845	15.115	30.826	0.091	0.188	0.324
O	0.341	15.829	28.325	-0.345	-0.235	0.208
O	15.093	15.905	26.159	-0.57	0.022	0.497
O	14.807	2.816	28.778	-0.215	0.035	-0.267
O	12.443	2.24	29.936	-0.189	-0.325	-0.113
O	3.275	10.247	24.485	0.357	0.167	0.044
O	2.222	1.252	32.285	0.288	-0.676	-0.119
O	0.987	7.398	28.06	-0.218	0.082	-0.25
O	14.951	7.461	29.174	-0.064	-0.309	-0.429
O	1.033	3.776	28.614	0.356	0.037	-0.057
O	0.316	10.715	31.626	0.591	-0.26	0.129
O	1.953	14.755	30.102	0.664	-0.181	0.078
O	15.802	13.688	24.899	-0.116	-0.035	0.011
O	4.607	7.552	29.747	0.104	0.355	0.251
O	3.044	5.441	29.596	0.124	-0.021	-0.303
O	5.964	1.906	32.199	-0.557	0.348	0.046
O	4.129	1.585	30.455	-0.12	-0.146	-0.402
O	8.775	15.154	31.09	0.254	-0.178	-0.171
O	9.935	15.474	26.523	-0.274	-0.176	-0.126
O	5.54	5.136	30.301	0.118	0.093	0.504
O	3.927	6.469	31.941	-0.45	-0.25	-0.168
O	6.345	2.717	29.645	0.003	-0.239	-0.541
O	6.145	7.257	27.642	0.128	0.304	0.056
O	7.624	10.35	32.337	-0.063	0.002	-0.204
O	5.579	8.453	32.733	0.162	0	-0.703
O	9.963	9.576	31.29	-0.317	-0.528	0.113
O	8.589	6.527	28.384	0.112	-0.252	0.363
O	7.454	1.803	34.568	0.208	-0.376	0.002
O	8.675	0.055	28.655	0.407	0.12	0.03
O	14.471	0.949	30.747	0.2	0.064	0.468
O	13.572	15.19	29.38	-0.188	0.3	-0.543
O	10.976	7.487	33.131	-0.073	-0.006	-0.219
O	13.285	6.703	30.976	0.033	-0.434	0.359
O	6.517	4.132	35.107	0.331	-0.02	-0.428
O	0.584	5.817	30.177	-0.156	-0.015	0.166
O	12.027	12.878	32.056	-0.367	0.007	0.363
O	11.71	11.108	30.113	0.377	-0.002	-0.516
Si	16.204	0.018	5.43	-0.03	-0.005	-0.013
Si	2.59	2.793	5.501	-0.013	-0.015	0.002
Si	16.287	5.451	5.376	0.005	0.005	-0.001
Si	2.684	8.152	5.423	0	-0.002	-0.008
Si	16.257	10.876	5.35	-0.007	-0.007	-0.007
Si	2.683	13.571	5.48	0.008	0.036	0.016
Si	5.433	0.008	5.512	0.007	0.026	0.008
Si	8.146	2.738	5.469	0.025	-0.005	0.023
Si	5.399	5.555	5.442	-0.039	-0.012	-0.003
Si	8.141	8.229	5.342	-0.013	-0.015	-0.029
Si	5.434	10.885	5.449	0.004	-0.001	-0.008
Si	8.143	13.58	5.451	0.003	-0.017	-0.01
Si	10.902	16.282	5.396	0.006	0.01	-0.016
Si	13.564	2.698	5.387	0.009	0.017	0.004
Si	10.873	5.432	5.394	0.011	0	0
Si	13.591	8.169	5.356	0.012	-0.013	0.008
Si	10.826	10.88	5.318	0.001	-0.004	-0.013
Si	13.506	13.552	5.348	0.006	0.005	0
Si	1.251	1.375	6.81	-0.005	0.027	0.005
Si	4.031	4.148	6.787	-0.011	0.002	-0.018
Si	1.324	6.788	6.771	-0.001	-0.013	-0.002
Si	4.049	9.521	6.777	0.012	0.001	0.008
Si	1.293	12.206	6.775	0.038	-0.016	-0.007
Si	4.027	14.967	6.822	-0.004	-0.017	-0.008
Si	6.793	1.377	6.834	0.017	-0.025	0.008
Si	9.511	4.111	6.792	-0.003	0.002	-0.009
Si	6.786	6.893	6.767	-0.018	0.016	-0.003
Si	9.496	9.542	6.738	0.01	0.012	-0.003
Si	6.773	12.243	6.814	-0.012	0.003	0
Si	9.514	14.954	6.773	0.002	-0.014	0.005
Si	12.23	1.338	6.769	0.001	0	0.003
Si	14.918	4.086	6.737	-0.015	0.016	0.014
Si	12.232	6.807	6.735	-0.003	0.007	0.002
Si	14.918	9.527	6.744	-0.003	-0.016	-0.007
Si	12.162	12.223	6.736	-0.021	0.002	-0.001
Si	14.852	14.94	6.746	-0.009	0.027	-0.02
Si	16.243	2.746	8.158	-0.01	-0.02	0.005
Si	2.648	0.016	8.149	0.019	0.014	-0.006
Si	16.274	8.163	8.109	0.016	0.011	0.007
Si	2.678	5.466	8.169	0.007	0.006	0.007
Si	16.253	13.604	8.107	0.001	0.005	-0.019
Si	2.673	10.874	8.132	-0.033	-0.017	-0.003
Si	5.395	2.757	8.135	0.002	-0.008	-0.002
Si	8.152	16.311	8.151	-0.003	0.025	0.002
Si	5.415	8.197	8.156	-0.004	0.004	0.001
Si	8.135	5.488	8.118	0.004	-0.02	-0.01
Si	5.396	13.6	8.161	-0.001	0.015	0.001
Si	8.141	10.879	8.144	-0.008	0.006	0.004
Si	10.868	2.719	8.122	-0.007	-0.007	0
Si	13.551	16.305	8.155	-0.013	-0.01	0.016
Si	10.853	8.165	8.096	0.001	-0.018	-0.013
Si	13.569	5.446	8.112	0.015	-0.009	-0.002
Si	10.843	13.587	8.139	0.005	0.011	0.001
Si	13.54	10.877	8.104	0.002	0.001	-0.006
Si	1.31	4.094	9.512	0.008	-0.016	-0.001
Si	4.03	1.378	9.487	-0.022	-0.004	0.001
Si	1.311	9.518	9.477	0.027	-0.008	-0.002
Si	4.055	6.826	9.504	0.006	-0.002	0.011
Si	1.289	14.959	9.499	-0.011	0.012	-0.001
Si	4.023	12.243	9.505	0.004	0.005	-0.008
Si	6.778	4.115	9.477	-0.003	0.016	0.007
Si	9.505	1.368	9.488	0.006	-0.013	-0.008
Si	6.772	9.543	9.521	-0.006	-0.006	0.004
Si	9.501	6.822	9.491	-0.008	0.014	0.005
Si	6.766	14.961	9.505	-0.007	-0.009	-0.001
Si	9.48	12.24	9.509	0.004	0.004	0.004
Si	12.217	4.086	9.487	0.01	-0.001	-0.001
Si	14.904	1.365	9.509	0.009	0.017	-0.005
Si	12.193	9.519	9.484	-0.008	0.002	0.009
Si	14.917	6.807	9.48	-0.008	-0.014	-0.003
Si	12.183	14.955	9.506	0.002	0.001	0.011
Si	14.894	12.249	9.471	0.004	0.011	-0.001

Results
total energy: -115451.140 eV
total energy less fixed offsets of O -438.35, Si -107.03 eV per atom: 15.200 eV
